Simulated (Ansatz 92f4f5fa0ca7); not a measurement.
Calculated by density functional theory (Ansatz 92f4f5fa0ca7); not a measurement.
Periodic cell of 179 atoms, Si99O80, from a study of silicon, its oxide and their interface. The atomic structure is a simulated model.

Settings: functional PBE; potential files Ansatz PAW; basis plane waves; wave-function cutoff 700 eV; density cutoff ratio 5; exchange-correlation grid ratio 2; k mesh 2 x 2 x 1, shifted by 0.5 0.5 0.5 of a step; self-consistency stop 5e-08 eV per atom in the density residual; occupations Fermi-Dirac, 0.05 eV; spin none; net charge 0.

Cell vectors (angstrom)
a 11.5983 0 0
b 0 11.5983 0
c -0.3279 -1.4961 22.8537

Atoms and the computed forces on them: element, x, y, z (angstrom), force x, y, z (eV/angstrom)
Si 4.9348 0.1904 -2.5678 0.0048 0.097 -0.5541
Si 6.931 2.5208 -3.3928 0.0547 -0.0174 -0.3089
Si 5.9913 8.8556 -2.3829 -0.0574 -0.0619 -0.1992
Si 8.5338 10.0914 -1.1869 0.0957 -0.103 -0.2487
Si 11.6642 2.5391 -0.5779 -0.6488 0.1126 -0.1366
Si 5.7703 7.0119 0.1132 -0.0147 0.2119 0.0631
Si 12.3408 0.3265 -0.7123 -0.1444 -0.7038 -0.3113
Si 3.8524 3.0713 0.3534 0.1049 0.2069 -0.3513
Si 1.6758 6.9468 0.3079 -0.0242 0.0539 -0.1751
Si 8.342 -0.6352 1.5506 -0.4277 0.0724 -0.2099
Si 8.4399 3.2754 1.5576 -0.1482 0.0689 -0.0809
Si 9.7409 7.4787 0.1461 -0.3094 -0.0374 0.2109
Si 10.7403 10.9341 1.7672 0.557 -0.0738 0.1511
Si 10.0623 2.7462 -3.2841 -0.0796 -0.0135 -0.4622
Si 11.435 7.0819 1.7277 -0.1581 -0.1756 0.4252
Si 3.6906 0.7834 0.2794 -0.0457 -0.2903 -0.3604
Si 1.6491 4.0733 -1.2473 -0.0115 0.804 -0.2795
Si 3.749 7.223 1.3907 0.0414 0.0812 -0.2013
Si 7.6602 1.3033 2.7295 0.1704 0.0394 0.0118
Si 7.7876 5.1395 2.8452 -0.0919 0.1319 0.1588
Si 7.6711 9.0299 2.8094 0.2864 -0.0498 0.0896
Si 11.3864 1.2405 3.0297 -0.0844 -0.0362 -0.2642
Si 11.4405 5.0383 2.936 -0.1303 -0.0483 -0.1643
Si 11.4119 8.9996 3.0284 0.0032 0.0367 0.0111
Si 3.7687 0.1307 2.571 -0.033 -0.065 0.3701
Si 3.6691 5.2006 2.6807 -0.0873 -0.0132 0.0853
Si 3.7087 9.2096 2.807 0.0581 -0.0184 0.1298
Si 5.5614 1.1189 3.9043 0.1451 0.054 0.0155
Si 5.6709 5.0068 3.9278 0.092 -0.0371 -0.0855
Si 5.6596 8.9835 4.0739 -0.1389 -0.0315 0.131
Si 9.448 1.28 4.3477 0.0024 -0.111 0.085
Si 9.5805 5.117 4.3973 0.1638 -0.1591 0.0288
Si 9.4871 8.9226 4.3745 -0.0213 0.0785 0.0557
Si 13.5336 1.0545 4.1044 -0.0015 -0.0133 0.041
Si 13.4796 5.0611 4.213 -0.0845 -0.0299 0.1674
Si 13.4478 8.861 4.2302 -0.2703 0.1581 0.0849
Si 5.5719 -0.6718 5.4349 0.0631 -0.1693 0.0804
Si 5.5935 3.1225 5.3438 0.1319 -0.0539 -0.0961
Si 5.667 6.9404 5.2747 0.2605 0.131 -0.0109
Si 9.4193 -0.6825 5.6625 -0.1683 -0.0835 -0.0461
Si 9.5632 3.1509 5.7679 -0.1048 0.133 -0.0538
Si 9.6324 7.0101 5.7857 -0.0522 0.0767 -0.1872
Si 13.3568 -0.8415 5.56 0.2716 -0.2254 -0.1417
Si 13.5922 3.13 5.5936 0.0886 -0.0303 -0.1255
Si 13.5197 6.9457 5.69 0.0384 0.0775 0.0234
Si 7.3884 -0.7571 6.8697 0.0236 0.0313 -0.3419
Si 7.4485 3.1486 6.8735 -0.1086 -0.3164 -0.0104
Si 7.5031 6.8901 6.7549 -0.1808 -0.0029 -0.1386
Si 11.4231 -0.7432 6.9011 0.078 0.1343 -0.265
Si 11.6363 3.1705 7.0051 -0.1557 -0.0225 -0.3665
Si 11.6128 6.9814 7.1436 0.0997 -0.0389 -0.1998
Si 3.6894 -0.9157 6.953 -0.0688 0.129 0.0533
Si 3.9352 3.3473 7.0423 -0.0327 -0.113 0.2042
Si 4.0121 6.997 6.9448 0.0216 -0.098 0.3619
Si 6.8785 1.1808 8.1242 -0.102 0.0059 0.0799
Si 7.0006 5.0838 8.19 -0.072 0.1247 -0.1117
Si 7.173 8.7957 8.0363 -0.0811 0.0118 -0.0958
Si 11.4502 -2.5993 8.3207 0.6114 0.0135 0.2505
Si 11.9449 1.1493 8.1636 -0.3137 0.1666 0.2557
Si 11.1999 5.0441 8.4757 0.4273 0.083 0.1658
Si 4.4929 1.678 8.6558 0.0079 0.0936 0.3252
Si 0.8123 5.3658 11.4075 -0.0551 0.0742 0.4161
Si 4.7012 8.8868 8.2446 0.0668 0.009 -0.2615
Si 9.888 2.0338 10.5108 0.2708 -0.0007 0.2251
Si 4.52 5.2873 8.5635 0.0721 0.1082 -0.3501
Si 2.1102 10.1643 10.2856 0.0902 -0.1043 0.285
Si 12.406 2.4802 12.1823 0.1152 -0.1417 0.2321
Si 9.0091 4.9415 9.4896 -0.5759 -0.3684 0.636
Si 9.7316 6.9644 11.6514 0.0651 0.0454 0.1819
Si 4.1357 8.8514 10.5491 -0.1652 -0.0867 -0.0491
Si 3.7961 6.4461 10.8634 -0.0027 -0.0735 0.2033
Si 2.5764 11.9237 8.7012 0.4464 0.0194 -0.1091
Si 1.2039 -0.3448 13.2162 0.0057 0.0367 0.2919
Si 5.3908 11.9084 13.056 -0.0096 0.2885 0.4173
Si 6.7611 2.8577 14.1496 0.0252 0.1259 0.2726
Si 3.4811 11.3538 15.2262 -0.1338 0.0377 0.1193
Si 9.3083 9.0238 9.2367 -0.9298 0.2438 0.6006
Si 3.6019 2.2834 11.4724 0.1028 0.0287 -0.1193
Si 11.3685 3.6797 19.323 -0.1291 0.1305 -0.1913
Si 7.9378 0.1227 9.9296 -0.2323 0.1618 -0.3007
Si 4.5205 4.7174 13.235 0.0735 -0.063 0.2636
Si 10.564 -2.6371 19.9691 -0.1321 0.0297 -0.3786
Si 5.951 -1.5188 11.7112 0.113 -0.2057 0.2743
Si 7.5373 7.0604 16.0664 0.0925 -0.0467 0.1313
Si -1.16 -1.4444 14.8976 0.1328 0.0145 0.2842
Si 10.9673 6.1431 21.2712 0.2157 -0.3266 -0.4494
Si 7.4135 5.587 24.3049 0.0977 -0.1528 -0.1728
Si 2.8948 4.9999 16.0329 -0.0499 0.0488 0.112
Si 5.2265 5.8335 17.7503 0.0969 -0.0987 -0.1718
Si 6.1997 2.5582 22.1726 0.2376 0.2754 -0.3137
Si 2.3083 1.9853 16.758 -0.0478 0.0001 -0.048
Si 8.8092 4.1605 15.6774 0.0331 0.0504 0.0306
Si 2.7572 11.1587 17.9818 -0.0404 -0.021 -0.0642
Si 6.5572 3.0042 17.1068 0.0244 0.0471 0.0178
Si 8.1084 8.6573 13.6124 0.0946 0.0226 0.4777
Si 11.5555 0.2581 17.2349 -0.0389 -0.0504 -0.129
Si 11.5536 5.2029 16.6386 -0.134 0.094 -0.1226
Si -1.0808 1.5802 24.4438 0.1984 0.18 0.5194
Si 10.2482 8.0653 17.0634 -0.1081 -0.0566 -0.22
O 12.1082 -0.2511 -2.2578 0.1677 0.1123 0.3691
O 4.7679 0.4616 -0.9699 -0.2805 0.1438 0.617
O 7.6448 2.2032 22.8466 0.1672 -0.066 0.1258
O 3.1997 3.5903 -1.0796 0.2737 -0.0241 0.1202
O 7.7843 11.0534 -0.0803 0.2527 -0.0004 0.4141
O 8.5268 2.2658 -3.4456 0.1385 0.0244 0.1432
O 13.8874 0.1094 -0.2484 0.072 0.0975 -0.0666
O 11.4584 -0.6504 0.2639 -0.1932 0.0265 -0.0043
O 5.1413 1.785 23.1252 -0.1348 -0.0416 0.1414
O 3.5984 10.5892 16.6766 -0.0186 0.0872 0.0226
O 3.3077 3.906 1.6482 0.0144 0.0568 0.0673
O 6.6071 -0.6443 10.4826 0.1371 -0.2793 -0.0793
O 9.107 -0.9777 9.6068 0.0596 0.1261 0.0241
O 12.5208 4.103 12.481 -0.0422 0.2004 -0.1757
O 10.8355 1.3128 9.4019 0.1668 -0.1952 -0.0921
O 12.0995 4.8298 9.8954 -0.2978 -0.0969 -0.4657
O 12.7839 -0.7708 17.6154 0.0627 0.0592 0.0491
O 4.6692 5.9838 12.208 -0.0571 0.1877 -0.2517
O 9.1655 -2.1256 20.6641 -0.0782 -0.0606 0.2334
O 10.6658 -4.2243 20.269 0.073 0.0548 0.0133
O 10.5484 9.0355 18.3336 0.0369 0.0298 0.3289
O 2.928 1.2021 18.0624 -0.0147 -0.1126 -0.0016
O 1.5306 5.4515 -0.3674 0.0424 -0.5471 -0.1115
O 0.6749 1.6897 16.7926 0.0327 -0.0361 0.0363
O 5.3344 6.2704 19.3097 0.0178 0.0706 0.1485
O 6.142 1.1105 -3.1977 -0.1393 -0.1335 0.2133
O 10.3578 4.2775 -3.7761 0.041 0.007 0.1441
O 6.0292 4.1789 13.5239 -0.0168 -0.0116 -0.0929
O 5.4859 8.2422 -0.9594 0.0479 -0.1315 0.1113
O 12.6343 1.3056 13.3283 -0.0006 0.0438 -0.2141
O 5.7827 4.1449 22.1047 -0.0856 -0.3377 0.0104
O 10.8093 8.7726 15.6999 -0.0074 0.0554 -0.0719
O -0.3353 6.428 11.9078 -0.0091 0.0282 -0.1084
O 12.5317 -2.405 9.6236 -0.2642 -0.0756 -0.5074
O 2.3758 -0.9066 14.2177 -0.0046 0.0051 -0.0744
O 2.7816 3.5171 16.6976 -0.0392 -0.0028 -0.0494
O 10.9706 6.6213 17.1555 0.0199 -0.0164 0.0741
O 2.0048 2.1615 11.0735 -0.0595 0.069 0.0149
O 9.6035 8.2447 10.6607 0.1679 0.0113 -0.1263
O 3.7168 5.0681 14.6199 0.0488 -0.0085 -0.1787
O 8.6631 1.0852 11.0243 0.2186 0.1229 0.2409
O 4.5421 2.4921 10.1565 0.0698 0.0909 -0.0527
O 2.2287 6.162 11.3045 0.1577 0.0867 -0.144
O 3.7006 3.5626 12.4551 -0.0619 -0.1791 -0.0647
O 7.1915 7.9974 14.7885 -0.0122 0.0793 -0.2403
O 5.2238 -1.3842 -2.798 -0.0249 0.0642 0.1602
O 4.9485 11.3516 14.5414 0.183 0.0078 -0.2798
O 8.3514 3.2556 14.3691 -0.1261 0.0088 0.0073
O 12.5935 2.8269 20.0021 0.1282 -0.0021 0.2669
O 10.8527 2.3231 11.7716 -0.1209 -0.0125 -0.1744
O 8.1592 3.3974 16.9917 -0.0083 0.0311 -0.0357
O 1.5249 10.7977 11.6929 0.0024 -0.1036 -0.3581
O -0.1657 -1.1116 13.66 0.0316 0.0177 -0.12
O 11.9201 4.3254 17.9482 0.0154 -0.0881 0.204
O 9.1647 3.3542 9.9235 -0.0079 0.0936 -0.0644
O 6.1664 6.8434 16.8898 -0.076 -0.0086 0.0415
O 9.1103 7.474 13.0741 0.0979 -0.0287 -0.1979
O 6.5303 3.5545 -2.2167 -0.1077 0.1184 0.2992
O 12.9393 5.4854 15.8057 0.0591 -0.0526 -0.0005
O 8.9457 9.9313 14.2543 -0.1146 -0.0762 -0.2304
O 10.5886 -0.2348 16.0013 0.0551 -0.0092 -0.0039
O 7.5685 9.2294 -2.1919 0.1435 -0.0072 0.1769
O 7.1102 9.1433 12.4323 -0.3003 0.1612 -0.3752
O 10.4309 2.6082 -1.7134 0.2567 -0.0913 0.3019
O 6.5231 1.5205 13.2456 -0.1813 -0.3304 -0.1696
O 9.3561 9.0815 -0.1884 -0.08 0.5308 0.1138
O 10.9576 1.8354 -4.2935 -0.0099 0.062 0.2517
O 10.9114 4.8196 20.3548 0.0547 -0.035 -0.027
O 8.6301 7.8307 17.0026 0.0628 0.0035 0.0201
O 2.9765 1.2938 15.4422 0.0743 -0.0759 -0.0296
O 3.5776 0.4615 -3.4543 0.0143 -0.038 0.1955
O 3.7069 5.9112 17.1329 -0.0085 0.0083 0.036
O 6.2283 1.7233 18.038 0.0076 -0.0354 0.1401
O 5.7413 4.2932 17.6586 -0.0207 0.0431 0.0106
O 8.8849 5.7518 10.955 0.0966 -0.1821 -0.456
O 8.1258 5.6326 15.5619 -0.0226 0.0164 -0.0586
O 6.0627 2.5901 15.6094 0.0174 0.0291 -0.1219
O 10.4267 4.3725 15.7644 0.0195 -0.0004 0.0088
O 4.0661 0.9549 12.3031 0.0464 -0.0643 -0.0534
O 12.4776 6.4484 21.908 -0.1623 0.0736 -0.0401

Results
free energy: -108441.042 eV
free energy less fixed offsets of O -569.03, Si -635.61 eV per atom: 6.748 eV
pressure: -0.36 GPa
stress xx, yy, zz, yz, xz, xy (GPa, positive in tension): 0.98, -0.27, 0.37, 0.1, 0.3, -0.16

The program warned: the cutoff lies below the one the program advises for these potential files.
